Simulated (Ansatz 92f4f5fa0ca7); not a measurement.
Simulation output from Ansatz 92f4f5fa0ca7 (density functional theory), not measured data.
Periodic cell of 186 atoms, Si104O82, from a study of silicon, its oxide and their interface. The atomic structure is a simulated model.

Settings: functional r2SCAN; potential files Ansatz norm-conserving; basis plane waves; wave-function cutoff 1300 eV; density cutoff ratio 4; exchange-correlation grid ratio 1; k mesh 2 x 2 x 1, shifted by 0.5 0.5 0.5 of a step; self-consistency stop 5e-08 eV per atom in the density residual; occupations Fermi-Dirac, 0.05 eV; spin none; net charge 0.

Cell vectors (angstrom)
a	11.5403	0	0
b	0	11.5403	0
c	-3.3648	-4.1512	23.9454

Atoms: element, x, y, z (angstrom)
Si	1.0707	4.0318	0.6179
Si	0.9751	9.4107	0.2448
Si	1.1236	12.5068	0.8457
Si	4.6046	4.4152	0.2443
Si	5.2925	8.6826	0.187
Si	5.0232	12.8036	0.2772
Si	8.7854	4.6189	0.8228
Si	9.0168	7.6868	0.303
Si	8.9461	13.1268	0.6714
Si	2.9721	4.583	1.9183
Si	3.1153	8.6706	1.3887
Si	3.1966	12.4055	1.8283
Si	6.663	4.702	1.7657
Si	7.0653	8.3196	1.6539
Si	6.9109	12.4698	1.704
Si	10.7762	4.6256	1.9976
Si	10.8058	8.5487	1.7162
Si	10.7302	12.5239	2.0836
Si	3.0786	6.6986	2.9579
Si	3.1828	10.4347	3.0473
Si	3.1391	2.7147	3.285
Si	6.8964	6.5428	3.1495
Si	6.9988	10.4251	2.9596
Si	6.8266	2.7676	3.1716
Si	10.9059	6.6408	3.156
Si	10.6791	10.4599	3.1624
Si	10.7838	2.814	3.4305
Si	1.2955	6.6422	4.4874
Si	1.1932	10.5128	4.4113
Si	1.2275	2.7486	4.6478
Si	4.9649	6.5933	4.4614
Si	5.1082	10.4565	4.4454
Si	5.0202	2.6992	4.6654
Si	8.8787	6.5566	4.4502
Si	8.7638	10.4675	4.5044
Si	8.7477	2.7277	4.562
Si	1.3404	4.7139	5.8956
Si	1.2472	8.606	5.7578
Si	1.1189	12.3585	5.9452
Si	5.0173	4.6624	5.9253
Si	5.127	8.5287	5.7961
Si	4.9905	12.3167	6.0261
Si	8.8586	4.6417	5.8376
Si	8.8008	8.5088	5.7825
Si	8.7556	12.3462	5.9457
Si	3.1827	4.7173	7.4046
Si	3.1966	8.6249	7.0816
Si	2.9762	12.4749	7.4012
Si	6.9717	4.5228	7.2289
Si	6.9748	8.3781	7.2934
Si	6.9235	12.2494	7.4581
Si	10.863	4.6149	7.0601
Si	10.79	8.6126	7.0153
Si	10.6921	12.3887	7.3182
Si	3.509	6.7943	8.4409
Si	2.9685	10.4467	8.512
Si	2.9334	2.868	8.9935
Si	7.2454	6.3467	8.5788
Si	6.871	10.2275	8.8303
Si	6.8888	2.697	8.7964
Si	11.0395	6.6112	8.1182
Si	10.65	10.3875	8.5702
Si	10.733	2.8595	8.628
Si	1.4347	6.9496	9.3755
Si	1.0349	9.9553	9.7849
Si	0.7793	2.8954	10.3611
Si	5.3834	6.6085	9.9481
Si	4.7636	10.6052	9.9644
Si	4.9516	2.3112	10.2151
Si	9.4499	6.6245	9.8053
Si	8.8883	9.7719	10.031
Si	8.875	3.1242	10.0481
Si	8.5157	2.1566	12.7761
Si	8.6854	9.4477	13.0938
Si	9.5426	6.7267	14.5121
Si	8.4212	5.0811	12.4177
Si	7.2793	5.6947	16.5843
Si	5.3944	3.8302	15.0089
Si	3.7392	-0.6559	12.7697
Si	10.1436	0.262	14.3809
Si	0.9296	11.8096	12.1996
Si	6.4205	7.6809	12.3378
Si	5.2224	8.0837	17.1941
Si	11.1194	-0.7498	17.092
Si	4.6011	5.6908	12.7214
Si	6.9061	9.0223	19.5231
Si	3.6247	9.8484	15.5453
Si	2.3867	0.664	16.8947
Si	2.3879	3.4281	15.9596
Si	0.3024	5.5951	11.6256
Si	1.9858	2.7565	18.7277
Si	5.663	7.5857	21.862
Si	1.6266	4.2798	21.1791
Si	2.4315	7.4888	16.5851
Si	-0.3889	7.6534	16.8198
Si	7.1376	4.8498	21.8809
Si	10.8771	2.9537	19.9529
Si	9.3556	7.3581	19.2995
Si	-1.0023	0.6818	22.0486
Si	2.6252	6.8164	22.2586
Si	-2.9796	4.6665	19.3555
Si	1.8819	5.5951	14.0955
Si	-1.891	10.1877	19.8355
Si	5.7247	13.154	13.0684
O	-3.5441	10.2459	19.6772
O	1.0632	2.4433	0.0203
O	-1.2391	10.8534	18.4957
O	0.3581	8.8922	-1.2135
O	-3.5652	5.1373	17.9294
O	9.6199	3.4696	19.0773
O	9.4993	1.7034	13.9817
O	5.1918	7.8419	-1.2553
O	5.9406	10.1544	-0.2624
O	1.7169	8.1077	22.6445
O	4.9752	14.4007	-0.026
O	3.5817	11.3069	16.2657
O	8.9626	6.0415	-0.063
O	1.016	11.0795	-0.0406
O	0.075	4.1829	20.7185
O	8.883	3.1443	0.0012
O	-1.1922	1.9365	21.0676
O	2.5327	3.43	20.1073
O	2.0642	1.8378	15.7939
O	1.5404	5.8868	10.6155
O	-0.6637	6.8597	15.4296
O	11.5057	11.6639	13.5006
O	9.0364	10.6301	14.1414
O	2.4921	11.9119	12.6251
O	5.9251	7.9446	10.7976
O	4.9663	0.6726	10.1881
O	0.2098	3.9675	11.5016
O	1.0619	7.1881	17.3999
O	4.1649	-1.4774	11.4289
O	8.3013	6.3426	15.501
O	9.6182	5.5036	13.4382
O	7.4214	6.3607	12.3224
O	8.9309	8.1383	10.1191
O	9.4211	8.1201	13.6797
O	5.0045	9.0648	15.9116
O	5.0729	7.2141	13.1275
O	2.851	1.4484	18.2637
O	7.9322	3.6585	13.0335
O	5.1118	2.5643	11.8738
O	0.637	13.0422	11.2041
O	7.2442	1.1682	12.7242
O	-1.0205	6.3901	11.0976
O	3.0691	5.3603	13.0233
O	-1.523	7.174	17.8422
O	7.1106	8.9859	12.994
O	7.7863	7.7186	19.1354
O	0.7802	10.4681	11.3242
O	9.108	10.0979	11.6577
O	6.0812	8.8301	20.9055
O	6.6297	6.3445	21.5124
O	0.6626	6.0788	13.146
O	8.7429	4.6367	10.8359
O	1.1335	8.3608	10.1556
O	5.7766	9.0929	18.3525
O	1.4758	4.2166	14.8709
O	9.2136	2.0869	11.307
O	2.3551	9.036	16.1332
O	4.9833	11.756	13.268
O	10.0865	8.6118	20.0264
O	1.2088	4.9468	-0.7542
O	2.4533	6.6111	15.2217
O	11.9769	2.2771	18.9604
O	5.7096	13.8658	14.5281
O	11.0688	-2.2888	16.5707
O	4.0888	7.2309	21.7091
O	-4.1125	4.1652	20.4183
O	3.4256	-1.7067	13.9477
O	3.9388	3.8341	15.7194
O	6.508	4.3846	16.031
O	3.7775	7.3436	17.5012
O	-1.2864	10.9077	21.1398
O	10.4521	11.7628	15.9706
O	2.025	3.8421	17.5002
O	5.4672	4.7539	13.6941
O	4.9076	5.4928	11.1209
O	9.3103	12.1175	-0.5542
O	-2.1458	5.9188	20.0294
O	1.9876	5.8585	21.1213
O	12.6438	11.2967	17.2716
O	9.2924	8.3203	-1.2084
O	0.4879	0.7239	22.7557
O	6.2482	6.8919	16.8986

Results
free energy: -50298.810 eV
free energy less fixed offsets of O -463.61, Si -117.95 eV per atom: -15.990 eV
pressure: -1.17 GPa
stress xx, yy, zz, yz, xz, xy (GPa, positive in tension): 0.74, 0.75, 2.03, -0.42, 0.24, 0.06

Forces (eV/angstrom), in the order of the atoms: element, x, y, z
Si	-0.2109	-0.2528	-0.7203
Si	-0.2788	0.4017	-0.5859
Si	-0.2014	0.0522	-0.8429
Si	-0.3334	-0.4221	0.1255
Si	-0.0653	-0.0319	-0.1289
Si	-0.1092	0.3099	-0.0857
Si	0.0722	-0.0659	-0.7741
Si	0.2234	-0.2116	-0.6461
Si	-0.011	0.2393	-0.6874
Si	-0.0447	-0.0207	-0.4007
Si	0.0446	0.1757	-0.1117
Si	0.3881	0.2424	-0.3495
Si	0.008	-0.0503	-0.5188
Si	0.1194	0.0142	-0.0539
Si	0.1022	0.0371	-0.2503
Si	0.1021	-0.1565	-0.2745
Si	-0.0418	-0.0111	0.0146
Si	-0.0806	0.0703	-0.1579
Si	0.0528	0.0938	-0.2141
Si	-0.0882	-0.0921	0.135
Si	0.1424	-0.2994	0.1227
Si	0.079	0.0335	0.0689
Si	-0.098	0.1589	-0.2368
Si	-0.2741	-0.0749	-0.0382
Si	0.1118	0.1056	0.1623
Si	-0.1231	-0.1367	0.1858
Si	0.1135	0.0124	0.4803
Si	-0.2934	0.0661	0.0262
Si	0.0996	-0.1106	-0.1456
Si	0.0417	0.0965	-0.0426
Si	0.0273	0.1049	0.1434
Si	-0.0433	-0.13	0.0103
Si	0.0618	0.0416	-0.0567
Si	-0.0449	0.1175	-0.0463
Si	0.1661	-0.0976	0.0447
Si	0.1359	-0.0026	-0.0447
Si	0.1021	-0.1375	-0.0267
Si	-0.0799	-0.0638	0.0723
Si	0.0516	0.1187	0.188
Si	-0.0558	-0.1541	-0.1185
Si	-0.0514	0.1395	-0.0973
Si	0.0126	0.1119	0.1255
Si	0.006	-0.0809	0.0747
Si	-0.0063	-0.0377	0.1374
Si	-0.115	0.0745	0.1184
Si	-0.0036	-0.2037	0.0632
Si	0.0357	0.2284	-0.365
Si	0.0866	0.1365	-0.1646
Si	-0.057	0.027	0.1522
Si	0.0302	-0.0277	0.1486
Si	-0.0397	-0.2201	0.1252
Si	-0.0606	-0.167	-0.1534
Si	-0.0909	0.0847	-0.3222
Si	-0.0096	-0.0327	-0.089
Si	-0.0976	-0.0711	0.3828
Si	-0.0365	-0.1107	0.3993
Si	0.0444	0.0825	0.258
Si	0.2931	0.0702	0.4127
Si	-0.1286	0.1282	0.0911
Si	-0.0357	0.159	0.0675
Si	-0.0666	0.1045	0.4953
Si	0.074	0.0105	0.0277
Si	-0.0153	0.1231	-0.1349
Si	0.2394	0.1063	0.623
Si	-0.0679	-0.3603	0.7988
Si	-0.0764	-0.4473	0.1442
Si	-0.2006	-0.1469	0.0999
Si	-0.083	0.0559	0.2625
Si	0.1367	-0.2415	0.4428
Si	0.2488	0.3401	-0.4361
Si	0.0258	-0.3136	0.8163
Si	-0.1023	-0.261	0.2931
Si	0.0147	-0.3292	0.5482
Si	0.071	0.1643	0.2521
Si	0.1239	0.0726	0.1822
Si	-0.0877	-0.1745	0.2606
Si	-0.0277	0.0316	0.0977
Si	0.0824	-0.0141	0.1711
Si	0.1671	-0.1632	0.159
Si	-0.1765	0.0985	0.2912
Si	0.0244	-0.2314	0.0976
Si	-0.1963	0.1612	0.3034
Si	0.0931	0.0262	-0.004
Si	-0.1364	0.0556	-0.1038
Si	-0.0184	0.057	0.2928
Si	-0.0201	-0.0137	-0.0329
Si	0.0735	0.0315	-0.0632
Si	0.1239	-0.089	-0.0472
Si	-0.1726	0.0862	-0.0799
Si	0.002	0.2766	0.2818
Si	0.0104	0.0463	0.0304
Si	0.2126	0.2059	-0.1953
Si	-0.0776	0.0069	-0.5077
Si	-0.0404	-0.071	0.2415
Si	-0.0382	-0.1266	0.0655
Si	0.0468	-0.113	-0.3358
Si	-0.206	0.0529	-0.3626
Si	0.0481	-0.0434	-0.1232
Si	-0.0036	0.0778	-0.1309
Si	-0.0505	0.1416	-0.2947
Si	0.1748	-0.1282	-0.1222
Si	-0.0189	-0.0283	0.2301
Si	-0.0676	-0.0456	-0.1811
Si	0.1417	-0.1349	0.2636
O	0.2293	-0.2835	0.0548
O	0.1127	0.1126	0.8038
O	0.0262	-0.1365	0.1096
O	0.1144	0.1477	0.3689
O	0.0252	0.0327	0.1769
O	0.1042	0.1373	0.3721
O	-0.1619	-0.044	-0.4581
O	0.0384	0.4605	0.468
O	-0.1141	-0.4236	-0.2215
O	0.2057	-0.2342	0.4629
O	-0.061	0.0983	0.0465
O	-0.2239	-0.1115	-0.0346
O	-0.0826	0.4623	0.6801
O	0.1159	-0.5535	0.5807
O	0.2508	-0.2627	0.0811
O	0.0029	-0.2913	0.8312
O	0.1247	-0.082	0.1
O	-0.3984	0.048	0.0745
O	0.1546	0.008	0.2993
O	-0.3086	0.0078	0.0581
O	-0.226	0.087	-0.0269
O	0.0941	0.041	-0.2946
O	0.124	-0.0076	-0.2501
O	-0.1008	-0.1235	-0.1024
O	-0.0268	-0.3674	0.188
O	-0.0489	0.1909	0.0638
O	0.2244	0.0107	-0.3195
O	0.0383	0.1887	-0.312
O	0.1955	0.3274	-0.3319
O	0.1444	0.0371	-0.1961
O	-0.3135	0.0397	-0.2585
O	0.2271	-0.0904	-0.0568
O	0.0627	0.2637	0.1079
O	-0.1431	-0.1311	-0.0693
O	-0.3998	-0.0403	0.0695
O	0.2052	-0.2226	-0.3103
O	-0.3184	0.151	-0.1915
O	0.0804	0.062	-0.1768
O	-0.0658	-0.0844	-0.6265
O	0.131	0.238	-0.0795
O	-0.0402	0.2961	-0.1409
O	-0.2483	-0.2372	0.0196
O	0.0253	-0.0143	0.0145
O	0.0059	0.1675	0.1152
O	0.0657	-0.1968	-0.3031
O	0.0783	0.2332	0.1839
O	0.142	0.2846	-0.3016
O	-0.1307	-0.0364	-0.6547
O	0.0434	-0.3684	0.0539
O	-0.0313	-0.0619	0.2087
O	-0.022	-0.2109	-0.4303
O	0.043	-0.1729	0.0335
O	0.0861	0.0902	-0.7446
O	0.0973	-0.2325	0.082
O	0.3283	0.2316	-0.0375
O	-0.2192	0.4791	-0.3345
O	0.2803	-0.0676	-0.0394
O	-0.17	0.1276	-0.163
O	-0.3007	0.1706	-0.1664
O	0.1783	-0.2818	0.3192
O	-0.1094	-0.1128	-0.0626
O	0.1542	0.1971	0.2108
O	-0.0808	0.1109	-0.3864
O	0.022	-0.0122	0.1248
O	-0.1259	-0.0669	0.303
O	0.1431	0.2828	0.3135
O	0.0516	0.2446	-0.0141
O	0.0108	-0.0794	-0.1354
O	-0.1416	0.0959	-0.2268
O	-0.0298	0.2012	-0.2621
O	0.0372	0.2203	0.1602
O	0.1474	-0.2007	-0.081
O	0.1016	-0.3481	0.0078
O	-0.1757	0.0367	-0.1202
O	0.2093	0.4374	-0.3083
O	-0.1471	0.1189	-0.0146
O	-0.2475	-0.0053	-0.1614
O	0.1193	-0.0713	0.375
O	0.0563	0.1107	-0.0973
O	-0.0693	-0.0671	0.3871
O	0.1605	-0.0797	0.4014
O	-0.0572	0.0106	-0.0069
